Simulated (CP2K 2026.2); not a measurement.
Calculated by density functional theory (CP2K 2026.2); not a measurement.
Periodic cell of 513 atoms, Si351O162, from a study of silicon, its oxide and their interface. The atomic structure is a simulated model.
Doubt: the forces sum to 1.09 eV/angstrom along one axis rather than to zero, so they err by at least 0.0021 eV/angstrom per atom on average; the grid cutoff is modest.

Settings: functional PBE; method Gaussian and plane waves; basis set DZVP-MOLOPT-SR-GTH; pseudopotentials GTH-PBE; grid cutoff 300 Ry, relative cutoff 40 Ry; k points Gamma only; occupations fixed; spin none; net charge 0.

Cell vectors (angstrom)
a 16.407 0 0
b 0 16.407 0
c 0.1491 -0.036 34.213

Atoms and the computed forces on them: element, x, y, z (angstrom), force x, y, z (eV/angstrom)
Si 16.045 0.359 0.188 -0.011 0.025 0.169
Si 2.516 2.779 0.119 0.113 -0.047 0.22
Si 0.235 5.1 0.029 -0.125 0.128 0.203
Si 2.29 8.541 34.156 0.1 -0.052 0.233
Si 0.121 10.903 0.42 0.013 -0.01 0.107
Si 3.198 13.165 0.071 0.059 0.009 0.163
Si 5.802 16.103 34.131 -0.061 0.072 0.257
Si 8.515 2.557 33.989 -0.062 0.12 0.167
Si 5.41 5.614 0.159 0.029 -0.015 0.192
Si 8.21 8.83 34.199 -0.005 -0.027 0.096
Si 5.543 10.954 0.222 -0.026 0.013 0.061
Si 8.151 13.973 34.206 0.024 -0.059 0.249
Si 10.624 0.341 0.041 0.066 -0.061 0.239
Si 13.803 2.603 0.374 0.007 -0.013 0.053
Si 11.857 4.917 34.13 -0.084 0.001 0.205
Si 13.578 8.399 0.171 0.101 -0.102 0.185
Si 11.246 10.688 0.227 -0.061 0.177 0.156
Si 14.578 13.207 34.033 -0.107 0.061 0.212
Si 1.344 1.331 1.51 -0.011 0.011 -0.069
Si 4.152 4.026 1.362 -0.016 0.016 -0.027
Si 1.293 6.832 1.329 0.01 -0.003 -0.045
Si 4.02 9.5 1.273 0 0 -0.029
Si 1.585 12.27 1.565 -0.004 -0.02 -0.041
Si 4.19 14.929 1.331 0.016 -0.001 -0.058
Si 6.822 1.397 1.184 0.001 -0.012 -0.04
Si 9.714 4.113 1.092 0.009 -0.005 -0.046
Si 6.914 7.069 1.247 -0.021 -0.009 -0.024
Si 9.588 9.699 1.57 -0.002 0.005 -0.038
Si 6.94 12.393 1.413 -0.003 0.017 -0.039
Si 9.564 15.114 1.359 -0.016 0.024 -0.068
Si 12.261 1.281 1.476 -0.008 0.009 -0.054
Si 15.142 4.081 1.546 0.008 -0.025 -0.048
Si 12.479 6.691 1.364 0.007 0.015 -0.038
Si 15.091 9.515 1.579 -0.005 0.011 -0.054
Si 12.522 12.405 1.156 0.001 -0.045 -0.043
Si 15.092 14.976 1.371 0.015 -0.002 -0.052
Si 0.086 2.732 2.903 0.016 0.002 0.023
Si 2.786 16.307 2.706 -0.005 0.007 0.001
Si 0.022 8.102 2.867 -0.016 -0.005 0.008
Si 2.779 5.487 2.679 -0.002 0.008 0.008
Si 0.135 13.712 2.773 0.004 0.019 0.023
Si 2.855 10.837 2.865 -0.004 0.005 0.007
Si 5.521 2.683 2.691 -0.005 0.002 0.004
Si 8.182 0.076 2.695 0.003 -0.001 0.016
Si 5.479 8.252 2.699 -0.003 -0.002 0.002
Si 8.315 5.535 2.502 -0.004 -0.006 -0.005
Si 5.547 13.688 2.806 -0.002 -0.004 0.009
Si 8.253 11.069 2.868 0.012 0.008 0.01
Si 10.914 2.769 2.714 -0.007 -0.003 0.021
Si 13.654 16.278 2.767 -0.013 -0.018 0.035
Si 10.978 8.106 2.684 -0.009 -0.014 0.023
Si 13.775 5.459 2.866 0.012 0.009 0.02
Si 11.05 13.709 2.599 0.008 -0.003 0.009
Si 13.691 10.996 2.746 -0.002 -0.002 0.029
Si 1.46 4.148 4.16 -0.003 -0.006 -0.001
Si 4.154 1.319 4.064 -0.001 -0.003 0.002
Si 1.43 9.497 4.175 -0.001 -0.001 -0.001
Si 4.162 6.83 4.073 0.002 -0.003 0
Si 1.45 15.038 4.177 -0.004 -0.005 -0.002
Si 4.199 12.28 4.168 0.004 -0.002 -0.003
Si 6.934 4.132 3.947 0.001 -0.004 0.002
Si 9.57 1.398 4.091 -0.002 0.004 -0.007
Si 6.835 9.628 4.105 -0.006 -0.005 0
Si 9.603 6.796 4.062 0.003 0.002 -0.01
Si 6.893 15.092 4.129 -0.001 0.001 -0.007
Si 9.7 12.399 4.109 -0.006 -0.006 0.005
Si 12.32 4.083 4.115 -0.005 -0.008 -0.004
Si 15.048 1.308 4.115 0.003 0.01 0.001
Si 12.321 9.557 4.056 0.011 0.008 0.001
Si 15.086 6.805 4.262 0.003 0.004 -0.005
Si 12.306 14.991 4.149 0.009 0.006 -0.007
Si 15.116 12.318 4.098 -0.004 -0.008 -0.003
Si 0.044 -0.004 5.501 0.001 0.001 0.002
Si 2.819 2.721 5.461 0.002 0.004 0.002
Si 0.076 5.446 5.567 0 0.004 0.002
Si 2.816 8.158 5.516 -0.002 -0.005 -0.003
Si 0.051 10.921 5.48 -0.004 0.001 -0.001
Si 2.804 13.645 5.512 -0.001 0.002 -0.001
Si 5.503 0.006 5.495 0.001 -0.001 -0.001
Si 8.224 2.779 5.436 0.003 -0.004 0
Si 5.553 5.449 5.396 -0.001 0.002 -0.005
Si 8.233 8.204 5.413 0 -0.004 0
Si 5.542 10.948 5.554 -0.002 0.003 0.001
Si 8.295 13.733 5.478 0.005 0.008 0.003
Si 10.944 0.01 5.464 0 -0.005 -0.002
Si 13.689 2.699 5.476 -0.003 -0.005 0.005
Si 10.964 5.463 5.474 0.001 0.001 -0.002
Si 13.69 8.235 5.499 0 0.001 0.002
Si 10.988 10.934 5.458 -0.002 0 0
Si 13.726 13.65 5.488 -0.001 -0.004 0.001
Si 1.419 1.38 6.844 -0.004 0.001 -0.002
Si 4.193 4.091 6.815 0.001 -0.006 0
Si 1.444 6.822 6.903 0.001 -0.004 0.006
Si 4.161 9.557 6.877 -0.003 0.002 0.003
Si 1.417 12.284 6.858 -0.002 -0.002 -0.005
Si 4.156 15.033 6.869 0 -0.005 -0.002
Si 6.874 1.398 6.831 -0.004 0.002 -0.001
Si 9.601 4.1 6.839 0.003 -0.002 -0.001
Si 6.885 6.831 6.801 0 0.002 -0.003
Si 9.602 9.569 6.812 -0.004 0.001 -0.003
Si 6.934 12.334 6.857 0.002 -0.005 0
Si 9.618 15.071 6.88 -0.003 0.005 0.003
Si 12.327 1.35 6.848 0.003 -0.002 -0.002
Si 15.073 4.063 6.86 0.001 -0.001 -0.001
Si 12.328 6.842 6.843 -0.002 0.002 -0.002
Si 15.082 9.577 6.863 0 0.001 -0.001
Si 12.364 12.278 6.851 0.006 -0.004 0.001
Si 15.081 15.028 6.858 0 0 -0.002
Si 0.042 2.718 8.233 -0.002 0.001 0.002
Si 2.774 0 8.218 -0.001 0.001 -0.002
Si 0.052 8.204 8.226 0 0.002 0.001
Si 2.817 5.438 8.226 -0.001 0.001 0
Si 0.043 13.657 8.217 0.001 -0.001 0
Si 2.783 10.924 8.228 -0.003 0 -0.001
Si 5.521 2.74 8.222 0.002 0 0
Si 8.239 0.031 8.22 0 0 0.001
Si 5.538 8.184 8.215 -0.002 -0.002 -0.001
Si 8.242 5.475 8.198 0 0 -0.003
Si 5.54 13.679 8.226 0.001 0.004 0
Si 8.272 10.938 8.218 0.001 0.002 0.002
Si 10.965 2.73 8.209 0 -0.001 0.001
Si 13.705 16.396 8.217 -0.001 -0.002 0.001
Si 10.968 8.209 8.206 0 -0.001 0
Si 13.707 5.464 8.203 0.002 0 -0.001
Si 10.994 13.668 8.213 0.001 -0.002 -0.001
Si 13.721 10.933 8.24 0.001 -0.001 0.004
Si 1.416 4.09 9.592 0 -0.002 0.002
Si 4.145 1.369 9.585 -0.003 -0.001 -0.002
Si 1.413 9.571 9.596 -0.001 0 0.002
Si 4.174 6.82 9.59 0.001 0 0
Si 1.401 15.035 9.58 -0.002 -0.001 -0.001
Si 4.163 12.298 9.577 0 -0.003 -0.001
Si 6.891 4.104 9.581 0 0.001 -0.001
Si 9.612 1.374 9.597 -0.002 0.001 0.002
Si 6.902 9.564 9.582 -0.001 0.001 0.001
Si 9.609 6.835 9.573 -0.002 0.001 -0.001
Si 6.888 15.057 9.594 -0.002 -0.002 0
Si 9.638 12.299 9.595 0.001 -0.001 0.001
Si 12.333 4.1 9.572 0.002 -0.001 0
Si 15.071 1.351 9.59 0.001 -0.001 0
Si 12.347 9.561 9.59 0 0 0.001
Si 15.082 6.829 9.578 0 -0.002 0
Si 12.347 15.034 9.597 0.001 -0.001 0
Si 15.086 12.306 9.599 0 0 0
Si 16.428 16.383 10.959 0.001 -0.001 0.001
Si 2.769 2.717 10.965 -0.002 -0.001 0
Si 16.446 5.465 10.955 0.001 0.002 -0.001
Si 2.794 8.198 10.941 -0.001 0 0.001
Si 16.449 10.934 10.961 0 0 0.002
Si 2.782 13.668 10.932 0.002 0 -0.002
Si 5.516 0.011 10.96 0 0.002 0
Si 8.254 2.745 10.961 -0.001 -0.001 0.003
Si 5.536 5.457 10.963 0 -0.001 -0.002
Si 8.268 8.2 10.958 0.001 -0.001 0
Si 5.532 10.934 10.948 -0.003 -0.001 0
Si 8.263 13.68 10.952 -0.003 0 0
Si 10.977 0.001 10.966 0 -0.002 0.002
Si 13.691 2.727 10.943 -0.001 0.003 0
Si 10.969 5.465 10.948 0 -0.001 0
Si 13.715 8.189 10.956 0.002 -0.001 0.001
Si 11.001 10.93 10.975 0 -0.002 0.003
Si 13.714 13.67 10.966 -0.001 -0.001 0.001
Si 1.387 1.339 12.321 -0.002 -0.004 0
Si 4.151 4.091 12.313 -0.001 0.001 -0.002
Si 1.418 6.844 12.307 0.001 -0.001 0
Si 4.168 9.562 12.31 0.002 -0.001 0.002
Si 1.409 12.314 12.307 -0.001 0 0.001
Si 4.142 15.034 12.302 -0.001 -0.001 -0.002
Si 6.891 1.378 12.328 -0.002 0 0
Si 9.619 4.097 12.339 -0.002 0.001 0.004
Si 6.92 6.817 12.324 -0.004 0.001 0.002
Si 9.641 9.551 12.342 -0.004 0.002 0.003
Si 6.903 12.304 12.318 0.002 0.001 -0.001
Si 9.619 15.039 12.341 0 -0.004 -0.001
Si 12.327 1.381 12.344 0.003 -0.001 0.003
Si 15.047 4.095 12.308 0.002 -0.004 -0.001
Si 12.337 6.825 12.318 0 0 -0.001
Si 15.08 9.566 12.326 0 0 0.002
Si 12.368 12.3 12.345 0 0 -0.001
Si 15.048 15.044 12.349 -0.003 -0.003 0.002
Si 16.395 2.708 13.658 0.002 -0.001 0
Si 2.762 16.371 13.679 0.001 -0.008 0.001
Si 16.454 8.2 13.684 0.001 0 0.003
Si 2.787 5.474 13.66 -0.001 0.006 0
Si 16.427 13.662 13.68 -0.001 0.001 -0.001
Si 2.79 10.946 13.653 0.001 0 0.002
Si 5.521 2.741 13.692 -0.001 0.002 0.001
Si 8.261 0.018 13.709 -0.001 0.001 0.004
Si 5.552 8.185 13.664 -0.001 -0.002 0
Si 8.284 5.465 13.725 0 -0.001 -0.001
Si 5.528 13.688 13.666 0 -0.002 0.001
Si 8.278 10.934 13.689 -0.005 -0.002 0.002
Si 10.961 2.738 13.741 -0.001 0.001 0.001
Si 13.668 0.011 13.728 -0.001 0.002 0.004
Si 11.01 8.183 13.729 0.003 -0.003 0.003
Si 13.66 5.438 13.693 -0.003 0.001 -0.003
Si 10.996 13.669 13.703 -0.001 -0.002 0.004
Si 13.725 10.924 13.722 0.002 -0.002 0.005
Si 1.377 4.089 14.954 -0.005 0.002 -0.007
Si 4.144 1.341 15.011 0.001 -0.007 -0.007
Si 1.43 9.591 15.03 -0.002 0.004 0.004
Si 4.19 6.82 15.027 -0.002 -0.001 0.006
Si 1.362 15.023 15.051 -0.005 -0.006 0.005
Si 4.165 12.311 15.011 0.005 0.006 0.001
Si 6.89 4.108 15.075 0.002 -0.003 0.005
Si 9.604 1.371 15.132 -0.002 0 0.003
Si 6.934 9.53 15.035 -0.003 -0.002 -0.002
Si 9.679 6.795 15.122 -0.005 0.004 0.01
Si 6.887 15.054 15.052 0.002 0.004 0
Si 9.662 12.28 15.068 -0.003 0.002 -0.004
Si 12.293 4.112 15.144 0.004 -0.001 0.011
Si 15.018 1.395 15.093 -0.001 -0.001 0.008
Si 12.369 9.557 15.11 0.003 0.001 0.001
Si 15.046 6.813 15.002 0.002 -0.004 0
Si 12.289 15.062 15.115 0 -0.002 -0.001
Si 15.088 12.303 15.085 -0.003 -0.001 0
Si 16.409 0.02 16.411 0.01 0.001 0.009
Si 2.746 2.734 16.284 -0.012 -0.005 -0.001
Si 16.375 5.396 16.312 0.006 0.007 0
Si 2.825 8.211 16.345 0.013 0.001 0.001
Si 0.077 10.938 16.444 -0.002 0.003 0.002
Si 2.751 13.636 16.377 -0.007 0.001 -0.007
Si 5.515 0.017 16.424 0.002 -0.003 0
Si 8.226 2.755 16.484 0.005 0.013 0.002
Si 5.56 5.493 16.449 -0.012 -0.009 0.008
Si 8.335 8.198 16.436 -0.011 -0.003 0.008
Si 5.546 10.914 16.329 0.002 -0.016 0
Si 8.289 13.679 16.376 0.001 -0.007 0.008
Si 10.912 -0.012 16.562 0 0.002 0.002
Si 13.616 2.724 16.516 -0.001 0.005 -0.005
Si 10.972 5.451 16.628 0.002 0.001 -0.006
Si 13.743 8.152 16.444 -0.003 -0.011 0.003
Si 11.005 10.924 16.497 -0.002 0.003 0.005
Si 13.693 13.689 16.422 0 0.009 0.008
Si 1.386 1.445 17.695 0.012 -0.007 -0.012
Si 4.113 4.048 17.651 0.013 -0.002 -0.019
Si 1.373 6.788 17.534 -0.02 -0.017 -0.002
Si 4.223 9.565 17.727 0 0.027 -0.019
Si 1.479 12.261 17.839 0.011 -0.001 -0.003
Si 4.09 15.04 17.693 -0.002 -0.006 -0.004
Si 6.841 1.408 17.849 0.007 -0.008 -0.011
Si 9.509 4.065 17.991 -0.007 -0.004 -0.01
Si 6.996 6.864 17.826 0.014 0.003 -0.02
Si 9.683 9.511 17.893 -0.003 -0.018 -0.013
Si 6.973 12.235 17.648 -0.005 0.016 -0.014
Si 9.48 15.019 17.919 -0.006 -0.013 -0.022
Si 12.253 1.366 17.966 0.009 -0.001 -0.011
Si 15.013 4.13 17.804 0.003 0.001 0.01
Si 12.427 6.861 17.945 0.015 0.006 -0.011
Si 15.148 9.503 17.772 0.003 0.007 -0.004
Si 12.367 12.339 17.833 0.004 0.004 -0.03
Si 15.03 15.072 17.785 -0.008 -0.012 -0.019
Si 16.369 2.751 19.107 0.038 0.011 0.067
Si 2.824 0.137 19.028 -0.036 0.009 0.043
Si 0.18 8.085 19.042 -0.001 0 0.06
Si 2.711 5.466 18.866 0.015 -0.014 0.043
Si 0.111 13.772 19.068 -0.005 -0.016 0.055
Si 2.831 10.771 19.205 0.019 -0.012 0.068
Si 5.437 2.785 19.157 -0.019 0.021 0.054
Si 7.952 16.336 19.315 0.012 -0.031 0.044
Si 5.679 8.309 19.119 -0.016 -0.018 0.038
Si 8.201 5.528 19.393 -0.015 0.002 0.044
Si 5.445 13.499 18.842 -0.012 0.02 0.091
Si 8.283 10.942 19.149 0.01 0.009 0.067
Si 10.754 2.6 19.413 0.017 -0.006 0.044
Si 13.696 -0.014 19.284 -0.014 0.005 0.061
Si 11.113 8.251 19.377 -0.003 0.014 0.053
Si 13.79 5.467 19.336 -0.022 -0.002 0.038
Si 10.946 13.677 19.245 -0.009 -0.007 0.051
Si 13.793 10.903 19.091 0.011 0.004 0.061
Si 1.566 3.981 20.294 -0.148 0.111 -0.083
Si 3.84 1.701 20.545 0.103 -0.101 -0.123
Si 1.944 8.896 20.403 -0.036 0.103 -0.215
Si 4.177 6.817 20.038 0.023 -0.001 -0.086
Si 1.243 15.445 20.291 0.019 -0.04 -0.21
Si 4.46 11.995 20.334 -0.083 0.01 -0.22
Si 6.277 4.534 20.479 0.104 -0.035 -0.219
Si 9.537 0.834 20.843 -0.106 0.152 -0.193
Si 6.784 9.879 20.611 0.019 -0.088 -0.189
Si 9.991 6.585 20.648 -0.128 0.064 -0.219
Si 6.289 14.939 20.413 0.01 0.046 -0.226
Si 9.783 12.088 20.55 -0.075 0.14 -0.241
Si 12.111 4.199 20.5 0.08 -0.038 -0.245
Si 15.326 1.169 20.547 -0.07 0.059 -0.217
Si 12.227 10.008 20.648 0.087 -0.153 -0.217
Si 15.268 6.949 20.612 0.007 -0.146 -0.184
Si 12.067 15.25 20.596 0.147 -0.117 -0.212
Si 15.295 12.235 20.29 0.001 0.025 -0.151
Si 14.043 3.09 22.681 0.031 -0.047 -0.02
Si 13.657 3.605 25.681 0.016 0.072 -0.014
Si 14.179 9.056 22.699 0.033 0.016 0.002
Si 0.487 10.513 22.413 -0.071 -0.011 0.065
Si 14.201 10.794 27.118 -0.016 0.027 0.023
Si 2.835 11.392 24.372 0.006 0.011 -0.074
Si 9.063 4.136 25.068 0.041 0.033 -0.061
Si 8.782 6.679 23.447 0.084 -0.022 0.046
Si 7.983 9.53 23.627 -0.027 0.015 -0.074
Si 7.986 13.458 22.726 -0.003 -0.023 0.022
Si 10.149 1.488 25.84 -0.005 0.097 0.001
Si 0.099 5.101 22.697 0.094 0.049 0.01
Si 11.778 12.51 26.834 0 0.039 -0.031
Si 8.59 16.234 23.728 -0.003 0.084 -0.054
Si 0.136 4.195 25.393 0.105 -0.017 0.079
Si 0.701 1.355 24.896 0.076 0.041 0.036
Si 4.326 4.471 25.21 -0.015 -0.123 0.009
Si 0.489 6.511 28.747 0.037 -0.038 -0.048
Si 4.978 12.208 27.419 0.041 -0.011 -0.081
Si 13.869 13.854 22.536 -0.047 0.016 0.026
Si 2.55 14.342 24.698 0.009 0.014 0.005
Si 5.919 0.378 25.356 0.052 -0.043 0.002
Si 10.484 9.346 32.093 -0.009 -0.064 0.053
Si 6.706 4.603 23.315 -0.012 -0.078 0.073
Si 5.962 11.621 24.512 -0.051 0.015 -0.019
Si 3.698 14.49 21.951 0.079 0.043 -0.036
Si 10.983 16.295 31.255 0.037 -0.022 0.004
Si 12.989 8.525 25.424 -0.028 0.034 0.023
Si 15.46 10.728 30.012 0.006 -0.011 0.066
Si 12.671 1.5 27.604 -0.071 -0.047 0.012
Si 0.957 2.458 27.644 0.045 0.027 -0.034
Si 15.971 15.12 24.199 0.013 -0.022 0.047
Si 3.294 6.431 32.306 -0.076 0.014 -0.011
Si 1.61 9.262 29.385 0.099 0.053 0.08
Si 2.992 9.757 26.864 0.016 0.015 -0.036
Si 5.854 2.673 27.255 -0.012 0.002 -0.04
Si 3.536 1.774 23.767 0 0.153 -0.124
Si 7.098 6.789 29.905 -0.008 -0.041 0.069
Si 10.626 5.24 31.459 -0.016 -0.02 -0.059
Si 8.605 3.095 27.794 0.057 -0.038 -0.022
Si 7.996 9.521 30.31 -0.096 -0.046 0.021
Si 10.358 10.318 25.23 0 0.011 0.036
Si 1.519 14.93 32.325 -0.033 0.013 0.114
Si 12.124 5.822 26.975 0.058 0.029 -0.006
Si 14.124 5.772 29.401 0.035 0.006 0.025
Si 10.746 2.649 29.898 0.011 -0.05 -0.077
Si 14.119 13.202 25.399 0.039 0.004 0.03
Si 0.853 4.788 31.416 -0.037 0.046 -0.026
Si 3.677 0.756 31.998 -0.043 -0.027 0.12
Si 2.916 6.644 27.031 0.041 -0.033 -0.014
Si 4.162 7.35 29.563 -0.026 0.097 0.008
Si 3.57 1.217 28.927 -0.082 -0.079 -0.03
Si 4.003 15.153 27.104 0.072 0.066 -0.024
Si 9.963 6.662 28.752 -0.067 -0.003 -0.006
Si 13.88 0.052 29.882 0.098 0.043 0.045
Si 7.188 12.272 29.648 0.005 -0.015 -0.024
Si 7.641 4.657 32.072 -0.038 -0.109 -0.123
Si 9.071 13.768 31.261 -0.005 0.003 0.009
Si 9.609 9.515 28.028 -0.042 -0.028 -0.076
Si 13.54 8.371 31.345 -0.012 0.059 -0.054
Si 15.412 2.902 30.08 0.002 -0.023 0.02
Si 9.95 12.286 28.921 0.012 0.067 0.006
Si 15.337 13.834 31.078 -0.059 -0.008 0.026
O 14.775 15.094 30.149 0.296 0.036 -0.305
O 0.529 15.906 33.183 -0.291 0.139 -0.328
O 1.471 3.833 34.012 0.013 -0.057 0.048
O 3.092 1.974 32.926 -0.174 0.028 -0.141
O 16.36 5.431 32.66 -0.003 0.124 0.18
O 2.401 5.115 31.91 0.173 -0.111 0.276
O 2.464 7.797 32.677 -0.117 0.032 -0.025
O 4.248 6.727 31.047 0.02 -0.204 0.242
O 15.663 11.942 33.821 -0.152 -0.157 0.062
O 1.254 9.797 33.785 -0.093 0.083 -0.097
O 2.389 13.77 33.089 0.088 -0.117 -0.156
O 3.561 16.076 28.383 0.017 -0.072 0.234
O 5.029 0.202 32.749 0.093 0.093 -0.039
O 6.989 15.033 33.665 -0.061 -0.195 -0.366
O 9.639 1.38 33.713 -0.066 0.025 0.132
O 7.938 3.061 32.476 0.103 -0.002 0.08
O 6.62 5.041 33.256 0.021 0.341 0.065
O 4.252 6.217 33.595 -0.132 0.263 0.079
O 9.417 8.462 33.054 0.227 -0.351 0.16
O 7.171 10.906 30.591 -0.371 -0.008 0.332
O 6.94 9.892 33.741 0.043 0.084 -0.067
O 4.538 12.042 33.741 -0.142 0.024 -0.05
O 10.434 8.192 28.46 0.124 -0.019 -0.073
O 8.952 13.445 32.855 0.306 -0.049 0.102
O 11.399 16.181 32.833 0.136 -0.116 -0.039
O 10.362 1.299 30.715 -0.304 0.123 -0.117
O 15.057 1.465 33.873 0.018 -0.029 -0.1
O 12.947 3.678 33.778 -0.084 0.078 -0.206
O 11.606 5.691 32.681 0.252 0.4 0.014
O 13.764 6.989 30.46 0.045 -0.06 0.023
O 12.35 9.478 0.075 -0.035 -0.011 0.236
O 14.174 8.054 32.829 0.193 0.069 -0.077
O 8.111 9.423 28.674 -0.013 0.1 0.015
O 10.815 10.749 32.889 -0.141 -0.161 -0.129
O 14.478 13.837 32.497 -0.385 -0.119 -0.007
O 0.533 14.151 31.282 0.038 0.07 -0.157
O 16.274 6.461 21.836 0.141 -0.025 0.158
O 1.258 4.305 21.887 0.12 -0.059 0.006
O 2.701 2.845 20.426 0.116 -0.063 0.017
O 3.967 1.603 22.201 -0.01 -0.036 0.124
O 16.471 11.485 21.175 0.36 -0.215 0.113
O 1.267 9.211 21.861 0.155 -0.418 0.109
O 5.131 5.703 20.844 -0.163 0.093 -0.196
O 3.118 7.809 20.871 -0.192 0.072 0.23
O 2.186 14.895 21.518 0 0.177 0.06
O 0.145 0.112 20.924 0.09 -0.067 0.025
O 2.646 12.792 25.174 0.187 0.128 0.278
O 3.907 12.917 21.583 0.243 0.022 -0.09
O 9.533 5.592 24.446 -0.002 0.086 -0.057
O 6.465 3.763 21.941 0.103 -0.099 0.115
O 8.681 4.258 26.648 -0.01 0.118 -0.119
O 13.724 2.473 26.844 0.109 -0.06 0.066
O 7.556 9.471 22.03 0.294 -0.289 0.174
O 5.607 10.986 20.991 -0.048 0.187 0.203
O 9.678 7.15 22.173 -0.063 0.399 -0.111
O 11.056 5.369 20.981 -0.202 -0.093 0.318
O 7.159 14.18 21.547 0.108 0.088 0.137
O 4.879 15.41 21.236 -0.069 0.073 -0.041
O 9.069 12.492 21.984 -0.037 -0.194 0.056
O 8.821 14.629 23.499 0.289 0.001 -0.118
O 12.7 3.486 21.857 -0.188 -0.062 0.106
O 15.067 4.348 22.615 -0.401 0.172 0.056
O 14.726 1.784 21.967 0.025 0.042 -0.017
O 12.898 9.927 22.168 -0.158 -0.006 -0.011
O 10.97 11.024 20.94 -0.08 -0.06 -0.146
O 13.781 8.202 24.029 0.024 -0.418 0.117
O 14.376 8.088 21.394 0.225 0.126 -0.213
O 10.881 16.314 21 -0.119 -0.172 0.087
O 8.826 0.739 22.362 0.002 -0.028 0
O 14.171 12.893 21.283 -0.292 0.232 0.004
O 12.58 14.739 22.09 0.022 0.041 -0.022
O 0.124 2.818 24.511 -0.339 -0.178 -0.003
O 15.007 4.516 25.832 -0.124 0.282 0.24
O 0.565 5.324 24.269 0.02 0.212 -0.108
O 2.069 1.117 24.046 -0.005 -0.123 -0.091
O 1.296 6.525 27.313 -0.067 0.072 -0.365
O 15.334 6.275 28.428 0.139 -0.231 -0.401
O 2.535 10.151 25.366 0.065 0.013 -0.014
O 15.494 9.976 23.087 0.087 0.391 0.244
O 10.857 11.818 25.663 0.2 0.16 -0.174
O 15.16 14.809 22.823 -0.082 0.359 -0.203
O 3.709 14.635 23.574 0.242 0.218 0.022
O 13.633 12.94 23.857 -0.224 -0.318 -0.059
O 10.145 2.899 24.967 -0.032 -0.038 0.256
O 7.7 3.718 24.256 -0.242 -0.234 -0.246
O 7.453 5.966 22.845 0.015 0.156 -0.298
O 5.358 5.055 24.098 0.052 0.22 -0.016
O 6.744 10.186 24.464 0.058 -0.108 -0.095
O 8.282 8.025 24.204 0.086 -0.079 0.407
O 9.163 1.704 27.132 -0.181 -0.105 0.132
O 7.054 16.349 24.284 -0.12 0.083 -0.042
O 1.059 3.853 26.727 -0.055 0.196 -0.11
O 9.641 0.292 24.878 0.181 -0.152 0.068
O 13.576 2.867 24.227 0.159 0.08 0.082
O 14.47 4.28 30.052 -0.26 -0.039 -0.067
O 12.774 13.636 26.213 0.104 0.25 0.343
O 13.99 9.343 26.417 -0.143 0.16 0.095
O 11.595 1.042 26.456 0.044 0.042 -0.263
O 6.902 12.668 23.66 0.134 -0.123 0.025
O 13.545 0.293 28.282 0.012 -0.039 -0.062
O 15.981 0.302 24.441 -0.216 0.201 -0.225
O 0.857 1.266 26.526 -0.193 -0.382 -0.124
O 3.371 5.658 25.815 0.009 -0.048 -0.013
O 5.192 3.929 26.474 0.116 0.044 0.165
O 0.678 7.945 29.464 -0.143 -0.011 0.125
O 3.429 8.177 26.738 -0.039 0.005 -0.203
O 10.062 12.701 30.495 0.194 0.148 0.166
O 1.612 11.323 23.282 0.053 0.142 -0.048
O 15.165 10.638 28.405 0.042 -0.17 0.101
O 15.203 14.404 25.444 0.074 -0.032 0.148
O 1.075 14.574 24.092 0.082 -0.089 -0.142
O 4.43 11.364 23.932 -0.027 0.009 0.09
O 4.613 0.904 24.583 -0.089 -0.155 0.188
O 3.49 3.288 24.43 -0.27 -0.172 -0.066
O 8.334 6.533 28.849 -0.019 -0.069 0.039
O 10.568 5.85 27.472 0.021 -0.148 -0.052
O 9.459 9.664 26.427 -0.164 -0.265 0.003
O 9.38 10.362 23.919 0.242 0.156 0.143
O 10.453 10.776 28.615 -0.005 0.001 -0.003
O 5.876 12.195 26.047 -0.203 -0.047 -0.094
O 5.81 12.275 28.819 -0.275 0.011 0.005
O 5.423 15.621 26.405 -0.038 0.11 0.153
O 9.518 9.703 30.847 0.074 0.247 -0.052
O 14.593 1.483 30.43 0.166 0.104 -0.053
O 12.37 4.575 25.95 -0.195 -0.066 -0.099
O 12.555 7.167 26.186 -0.064 0.002 0.095
O 11.672 9.388 25.008 0.113 -0.299 -0.315
O 14.807 11.857 26.022 -0.023 -0.136 0.08
O 1.724 9.883 27.88 -0.101 0.152 -0.117
O 11.911 2.329 28.803 -0.239 0.286 -0.084
O 10.848 13.244 27.956 0.167 0.192 -0.057
O 0.228 3.265 31.155 0.037 -0.307 0.367
O 16.072 2.63 28.608 -0.01 -0.325 -0.12
O 3.969 1.319 30.501 -0.038 0.413 0.071
O 2.806 15.278 25.997 -0.123 0.127 0.015
O 3.524 6.276 28.506 -0.289 -0.311 0.095
O 0.858 5.422 29.905 0.088 0.11 0.14
O 3.192 8.723 29.687 0.136 0.042 -0.177
O 4.132 10.803 27.399 0.027 0.073 -0.228
O 0.668 10.334 30.241 0.159 0.26 -0.166
O 6.954 5.356 30.732 0.112 -0.106 -0.236
O 4.72 1.975 28.119 -0.052 0.053 0.134
O 6.514 1.629 26.2 0.02 -0.071 0.259
O 7.053 3.082 28.27 -0.009 -0.05 0.054
O 7.422 8.095 30.882 0.136 -0.188 0.243
O 5.752 7.338 29.124 0.075 0.101 -0.269
O 10.631 6.236 30.179 0.013 0.222 0.097
O 9.136 5.294 32.123 0.145 0.063 0.107
O 4.109 13.586 27.522 -0.074 -0.037 0.205
O 9.469 3.346 29.146 -0.082 0.139 0.266
O 7.551 13.562 30.618 -0.246 0.004 -0.126
O 8.37 12.324 28.51 -0.047 0.033 -0.155
O 12.427 16.106 30.534 0.054 -0.163 -0.417
O 11.17 3.77 30.999 0.047 0.161 -0.198
O 2.201 2.062 28.617 0.208 0.179 -0.109
O 2.622 15.951 31.704 -0.07 -0.13 0.003
O 14.399 9.667 30.739 -0.084 0.041 -0.014
O 11.91 8.7 31.534 -0.207 0.191 0.23
O 12.904 5.564 28.371 -0.092 -0.236 0.153
O 9.776 15.218 30.983 0.113 -0.087 -0.089
O 12.748 11.395 27.546 -0.054 -0.237 0.206
O 15.219 12.306 30.457 0.003 0.029 -0.053

Results
total energy: -108571.469 eV
total energy less fixed offsets of O -438.25, Si -107.07 eV per atom: 6.601 eV
